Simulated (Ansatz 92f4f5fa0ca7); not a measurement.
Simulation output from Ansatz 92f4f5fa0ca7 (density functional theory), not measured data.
Periodic cell of 138 atoms, Si78O60, from a study of silicon, its oxide and their interface. The atomic structure is a simulated model.

Settings
functional: r2SCAN
potential files: Ansatz norm-conserving
basis: plane waves
wave-function cutoff: 1300 eV
density cutoff ratio: 4
exchange-correlation grid ratio: 1
k mesh: 2 x 2 x 1, shifted by 0.5 0.5 0.5 of a step
self-consistency stop: 5e-10 eV per atom in the density residual
occupations: Fermi-Dirac, 0.05 eV
spin: none
net charge: 0

Cell vectors (angstrom)
a  10.9001  0.0225  -0.0285
b  0.0225  10.8359  -0.0223
c  -0.0506  -0.0395  19.9298

Atoms and the computed forces on them: element, x, y, z (angstrom), force x, y, z (eV/angstrom)
Si  2.3009  0.1812  8.6205  0.0913  -0.6438  0.5446
Si  5.9944  10.4068  12.3151  0.0899  -0.352  -0.2394
Si  6.5865  10.0149  17.1015  -0.061  0.0121  0.354
Si  8.0551  8.1254  18.9024  -0.076  0.3364  0.5138
Si  8.6874  3.4641  18.0224  -0.2167  -0.553  -0.0947
Si  10.3437  0.8104  0.4945  0.2086  0.2076  -0.1389
Si  3.1952  1.3457  17.8692  -0.2458  -0.2025  0.1809
Si  5.5104  7.4618  12.7141  -0.3825  -0.116  -0.1033
Si  1.3165  1.4598  1.5895  0.0237  0.1379  0.0226
Si  4.1059  4.2271  1.4006  -0.1143  -0.4712  -0.1847
Si  1.4568  6.7729  1.1922  0.1643  0.1287  -0.0224
Si  4.3152  9.5047  1.2948  -0.2882  0.0197  -0.0924
Si  6.8219  1.4846  1.2778  -0.1898  -0.213  0.0848
Si  9.6656  4.0837  1.3771  0.0591  0.0503  -0.0627
Si  6.6133  6.7819  1.0669  -0.1473  0.1493  0.1274
Si  9.6809  9.6132  1.1271  -0.059  -0.3833  -0.3424
Si  2.8138  10.8047  2.6423  0.1606  -0.0407  -0.0001
Si  10.8813  2.7776  2.9438  -0.0981  0.1107  0.1046
Si  2.661  5.4744  2.7541  -0.1073  -0.0526  0.2451
Si  0.09  8.1709  2.5093  0.0047  -0.05  0.3211
Si  8.1356  10.7539  2.5256  -0.1379  -0.0753  0.0921
Si  5.4636  2.7956  2.6743  0.1981  0.0052  0.1834
Si  8.142  5.5035  2.4203  -0.0789  -0.2172  0.1352
Si  5.4208  8.0287  2.7191  -0.0897  -0.0012  0.1267
Si  4.1116  1.3771  4.0361  -0.2051  -0.0058  0.0902
Si  1.3649  4.1581  4.2689  -0.116  -0.0278  -0.0669
Si  3.9947  6.7999  4.137  0.1179  0.0981  -0.0556
Si  1.4469  9.4479  4.0495  0.1262  0.0175  0.0313
Si  9.5257  1.1701  4.0262  0.2388  0.1977  -0.0672
Si  6.9058  4.0888  3.9906  -0.3526  0.3751  -0.0486
Si  9.5456  6.8095  3.7522  -0.1619  0.1911  0.0282
Si  6.8428  9.4112  3.9958  -0.0296  -0.2132  -0.0716
Si  0.0409  10.726  5.5052  -0.2416  0.0052  -0.0985
Si  2.7353  2.6737  5.539  0.0251  0.1451  -0.2128
Si  10.7311  5.5929  5.3571  0.276  0.1332  -0.0503
Si  2.6633  8.0907  5.6172  -0.3762  -0.1024  -0.0629
Si  5.4772  10.7799  5.3319  0.0126  -0.0372  -0.0275
Si  8.2145  2.5593  5.3539  -0.1992  0.1057  -0.28
Si  5.3921  5.3845  5.3465  0.3706  -0.0157  -0.1724
Si  8.2734  8.0553  5.2717  0.0402  0.0714  0.1674
Si  1.3189  1.3826  6.8567  -0.0499  0.0089  -0.4459
Si  4.1683  4.0208  6.7784  0.1291  -0.0701  0.0882
Si  0.8585  7.03  7.026  0.0704  0.027  -0.0769
Si  4.262  9.408  6.8296  -0.1446  0.4233  -0.1413
Si  6.9414  1.1207  6.7438  0.0735  -0.6263  0.2233
Si  9.4454  4.0739  6.6117  0.7642  -0.497  0.3594
Si  6.8882  6.6385  6.6127  -0.0431  0.2846  -0.1982
Si  9.8212  9.0692  6.7489  -0.3399  -0.0378  -0.2157
Si  1.2358  8.1931  8.9683  -0.0019  -0.6004  -0.1557
Si  0.4932  4.943  0.0541  -0.1134  0.3495  -0.276
Si  0.402  4.3161  8.8477  -0.0585  0.1366  -0.577
Si  3.8046  6.7545  10.2114  0.2585  0.0639  0.0498
Si  0.5344  8.7431  13.6647  0.5909  -0.0894  0.2939
Si  6.0376  3.063  7.5459  -0.3351  0.1284  -0.1542
Si  6.714  3.4186  15.5179  -0.3317  -0.3158  -0.2668
Si  8.8536  5.195  10.5925  -0.0482  0.1021  0.0792
Si  1.7699  2.9006  19.8262  0.3065  -0.152  -0.2761
Si  1.5304  2.7046  13.2257  0.0499  0.0464  0.0789
Si  3.3652  1.2064  11.4473  0.0142  0.1291  0.2867
Si  10.0306  0.7987  13.5072  0.3246  0.0818  -0.097
Si  5.4125  0.1693  19.7801  -0.1598  0.4613  0.4768
Si  7.5995  4.7679  7.805  -0.0134  0.4228  0.5686
Si  9.3884  5.6299  17.8822  0.4624  0.2439  -0.0763
Si  8.5701  -0.0012  10.9637  -0.0219  -0.076  0.0476
Si  10.2363  6.3866  15.0798  0.3957  0.0667  -0.508
Si  8.6634  2.4036  0.103  -0.0677  0.0798  0.0526
Si  4.3226  4.0623  17.037  -0.1533  0.2322  -0.2498
Si  7.1926  0.4423  15.0689  0.0713  0.3071  -0.8021
Si  5.7765  8.112  8.0319  0.3853  -0.4962  0.6127
Si  2.0986  4.9204  15.2342  0.0336  0.0479  -0.3262
Si  3.166  7.7268  14.5398  -0.092  -0.0332  -0.3841
Si  4.9683  5.5789  19.7334  0.1581  0.0714  -0.2783
Si  3.4487  9.3853  17.1148  -0.552  -0.2973  -0.2615
Si  7.9097  5.332  13.2947  0.0744  0.158  -0.3173
Si  9.8878  8.0211  11.0717  0.0411  -0.1763  0.0196
Si  3.0417  8.007  19.8635  0.1577  0.0661  -0.4194
Si  2.6199  3.8313  10.67  0.1149  0.1662  0.2545
Si  8.1211  10.2395  8.0611  -0.0354  -0.0374  0.2475
O  6.6966  6.4008  13.0347  0.1719  -0.1166  0.0719
O  8.7244  0.2796  9.3717  -0.2066  -0.3659  -0.0536
O  2.9023  4.7866  16.65  0.2422  -0.203  0.1767
O  10.8698  7.8757  14.8892  -0.1088  -0.166  -0.1052
O  6.9561  8.1504  0.149  0.6692  0.067  -0.501
O  10.7384  7.9372  9.7205  0.1715  0.2426  0.2825
O  10.2892  4.6551  10.0596  -0.0729  0.038  -0.202
O  1.8136  2.0574  18.3869  0.3282  0.1332  0.226
O  4.5599  0.2607  11.9625  0.0075  0.0144  -0.035
O  3.3254  5.2048  10.2102  -0.1726  -0.0997  0.0178
O  1.2492  9.7881  8.6983  0.5888  0.6418  0.2263
O  5.0741  9.4013  16.9622  0.1857  0.129  0.2051
O  7.5414  3.2408  16.8997  -0.0779  -0.0199  -0.1207
O  8.7694  0.7188  14.5681  -0.3265  -0.093  0.0408
O  4.3745  6.8691  11.7231  0.1629  0.2011  -0.0902
O  0.0665  2.1243  13.6916  -0.0939  -0.192  -0.0987
O  2.8895  0.0806  16.874  0.3214  0.109  0.3794
O  2.531  7.6954  9.8544  -0.0409  0.2312  0.2191
O  6.4059  10.4761  13.8826  0.1637  0.0958  0.1202
O  2.3853  1.4042  12.7426  0.0457  0.1514  -0.2912
O  4.1017  2.4627  17.1525  0.0408  0.0902  0.0327
O  10.5734  3.3539  7.7018  -0.3014  0.3882  -0.1567
O  7.7665  5.0662  9.4182  0.0916  -0.1238  -0.108
O  5.0063  7.1541  9.1703  0.0476  0.3735  -0.0285
O  2.1663  8.6357  13.6234  -0.2756  -0.1097  0.1774
O  1.6361  3.8133  12.0048  0.1846  -0.2164  -0.1737
O  2.5725  0.5891  10.1805  -0.0286  -0.0255  -0.2786
O  3.3855  3.3256  0.1882  -0.1788  0.227  0.134
O  2.772  6.1524  14.4133  -0.087  -0.0089  0.2717
O  8.3687  6.5435  18.7589  0.2894  0.1261  -0.2661
O  0.0041  5.5955  18.5176  -0.407  -0.0808  0.0865
O  9.2578  6.0795  13.8242  -0.056  -0.106  0.2525
O  4.7153  7.8613  14.0814  -0.0325  -0.0133  -0.0534
O  4.0153  0.7806  19.1658  0.1461  -0.0558  -0.409
O  0.5114  5.2552  15.3275  -0.0296  0.1838  0.0325
O  0.025  8.0255  12.3285  -0.2375  0.0241  -0.2494
O  9.5493  0.851  11.9438  -0.1161  -0.1341  0.0893
O  7.5072  4.2341  14.3984  0.0805  -0.0123  0.0656
O  2.7488  8.9245  18.5166  0.2396  -0.1633  0.0636
O  0.0629  10.2821  13.7804  -0.2448  0.1011  -0.0834
O  5.3388  4.2337  15.7746  0.1236  -0.1611  0.3187
O  3.7616  10.4856  8.0136  -0.5653  -0.0053  -0.025
O  8.9006  9.273  11.1986  0.0527  0.2281  -0.0058
O  3.9992  6.8128  19.261  -0.0248  -0.0658  0.1597
O  7.6227  8.7968  17.4782  -0.0613  -0.1632  0.3622
O  3.7908  2.7183  10.9483  -0.3671  -0.1751  -0.0159
O  6.9416  9.1696  8.6481  0.0787  0.2131  -0.4579
O  8.286  4.483  11.9435  0.0542  0.2318  0.0743
O  9.3469  6.3128  16.4118  -0.1708  -0.1236  0.5951
O  6.435  1.8881  15.0496  0.2395  0.3097  0.292
O  0.9237  5.656  8.0809  -0.1871  -0.8563  0.4812
O  6.0329  8.8125  11.9968  -0.0234  0.3173  0.1061
O  9.3302  8.8888  19.5624  -0.5676  -0.3673  0.0069
O  1.6353  3.4441  9.4303  0.0609  0.0272  0.062
O  7.0478  0.3256  11.4007  0.1373  -0.129  0.1077
O  5.0704  4.6772  18.3457  -0.0339  0.1852  0.1267
O  8.9337  6.7365  11.0591  0.1136  -0.0441  -0.0323
O  2.2044  3.4754  14.491  -0.066  0.1334  0.0485
O  2.9564  8.2867  16.0362  0.1734  0.2091  0.1987
O  6.4981  0.0497  18.5304  -0.2059  -0.3508  -0.3617

Results
free energy: -37021.852 eV
free energy less fixed offsets of O -463.61, Si -117.95 eV per atom: -5.152 eV
pressure: -1.34 GPa
stress xx, yy, zz, yz, xz, xy (GPa, positive in tension): 1.18, 1.19, 1.64, -1.35, -0.25, -0.44
